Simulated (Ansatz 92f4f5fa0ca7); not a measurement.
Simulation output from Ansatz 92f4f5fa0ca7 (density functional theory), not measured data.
Periodic cell of 234 atoms, Si134O100, from a study of silicon, its oxide and their interface. The atomic structure is a simulated model.

Settings
functional: r2SCAN
potential files: Ansatz norm-conserving
basis: plane waves
wave-function cutoff: 1300 eV
density cutoff ratio: 4
exchange-correlation grid ratio: 1
k mesh: 2 x 2 x 1, shifted by 0.5 0.5 0.5 of a step
self-consistency stop: 5e-08 eV per atom in the density residual
occupations: Fermi-Dirac, 0.05 eV
spin: none
net charge: 0

Cell vectors (angstrom)
a	11.6113	0.0816	-0.1349
b	0.0214	15.3729	0.2396
c	-0.2777	-4.8861	22.4391

Atoms and the computed forces on them: element, x, y, z (angstrom), force x, y, z (eV/angstrom)
Si	2.7232	1.7442	-0.7734	-0.906	0.3839	0.6188
Si	2.6077	4.9098	-0.5267	-1.4265	-1.6629	1.9766
Si	2.5475	9.5673	-0.2489	-0.4692	0.0823	2.4049
Si	2.6084	12.6228	-0.151	0.2161	-0.2234	-3.2016
Si	6.1881	2.216	-0.5373	-0.1043	-9.5654	0.8566
Si	6.4764	5.3056	-0.5039	-1.8857	-1.2024	-0.1678
Si	6.2052	9.7161	-0.4102	0.2258	0.571	0.1884
Si	6.3035	12.6836	0.2014	0.9431	4.3529	-1.372
Si	10.1951	2.0633	-0.8871	-0.2146	0.4833	1.6954
Si	10.1278	5.2362	-0.793	0.4543	0.0581	1.5006
Si	10.307	9.7184	-0.0383	-0.4602	2.234	0.952
Si	10.1164	12.9337	0.0655	0.0344	-1.0012	1.6009
Si	4.4153	1.5688	0.8524	0.2175	1.0095	-0.6168
Si	4.4279	5.4919	0.8192	1.0066	0.0416	-0.3067
Si	4.4497	9.3665	1.0577	-0.0743	0.1398	0.3999
Si	4.3778	12.9124	1.2683	-0.5248	0.1085	0.6731
Si	8.2703	1.6201	0.5281	0.0684	0.5009	-0.0237
Si	8.2962	5.506	0.7702	1.5022	0.1224	-0.0648
Si	8.1919	9.2523	0.8274	0.0617	0.2115	0.4501
Si	8.2067	13.1811	1.3723	0.4812	-0.0684	0.1631
Si	12.2036	1.5943	0.3761	0.3075	0.6416	-0.6788
Si	12.1546	5.4407	0.6444	0.1744	-0.2693	-0.7227
Si	12.2849	9.2645	1.031	0.4502	1.4368	-0.9486
Si	12.3098	13.2146	0.944	-0.554	0.6426	-0.1469
Si	4.5158	3.588	2.1953	-1.4256	-0.757	-0.7912
Si	4.5118	7.3901	2.264	-0.6918	-0.1606	-0.0341
Si	4.4631	11.0886	2.6654	-0.1714	-0.077	-0.0838
Si	4.3941	15.0011	2.3002	0.5226	-0.3485	0.5507
Si	8.3819	3.5548	1.9797	-0.5652	-0.8026	0.9177
Si	8.2945	7.3841	2.1849	0.5913	-0.2155	0.0383
Si	8.3122	11.149	2.4758	0.1688	-0.3745	-0.1315
Si	8.2772	15.1989	2.3848	0.0065	0.4119	-0.02
Si	12.193	3.455	1.8985	0.0919	0.5519	0.5409
Si	12.2437	7.3601	2.1088	0.1453	-1.7489	1.4804
Si	12.2894	11.2957	2.3282	-0.8426	-0.8092	0.29
Si	12.1961	15.2499	2.1659	-0.4614	-0.8877	-0.8743
Si	2.5382	3.5439	3.4701	-0.0984	0.2424	-0.0742
Si	2.6019	7.3085	3.699	-0.1303	0.4976	-1.1991
Si	2.4838	11.1044	3.8863	0.2805	-0.0108	0.1591
Si	2.4478	15.0641	3.5418	0.8697	0.2001	1.7438
Si	6.3633	3.5061	3.4189	2.1564	0.2907	0.7205
Si	6.4431	7.4004	3.58	-0.0111	-0.4662	-0.0276
Si	6.4381	11.1998	3.8554	0.5254	-0.9761	0.3327
Si	6.3479	15.0557	3.7193	-0.0898	0.3074	-0.5337
Si	10.3277	3.4677	3.4144	-0.17	0.7615	-1.285
Si	10.2999	7.3327	3.5495	-0.2293	0.1996	-0.3992
Si	10.3106	11.1466	3.7762	0.2202	0.2087	-1.2492
Si	10.341	15.1771	3.577	-0.6381	-1.8079	-0.233
Si	2.544	1.6074	4.7652	0.8996	-0.4698	-0.8299
Si	2.7301	5.444	4.9508	-0.3133	-0.9833	0.4409
Si	2.592	9.1335	5.1495	0.2504	0.3665	0.6468
Si	2.4604	13.1372	5.0238	0.4587	0.3713	0.2281
Si	6.5129	1.5735	4.7701	-0.8512	0.6732	0.1136
Si	6.4403	5.465	4.86	0.1671	-0.8959	-0.4972
Si	6.5752	9.1375	5.1166	-0.1731	1.1595	-0.6518
Si	6.4935	13.1714	5.0642	0.337	-0.2421	0.4565
Si	10.3755	1.5909	4.6525	0.0238	0.3835	1.3455
Si	10.3056	5.3519	4.8402	0.9085	0.1297	-1.1692
Si	10.2894	9.2357	5.0168	0.6983	-0.6542	0.6084
Si	10.3254	13.0927	5.0107	-0.1218	1.0101	-0.6189
Si	4.508	1.7023	6.0645	0.3315	0.3874	-1.4835
Si	4.6896	5.4207	6.4038	-0.0703	0.5089	0.1177
Si	4.7062	9.2706	6.4081	-0.5668	-0.2697	0.8279
Si	4.5176	13.147	6.2959	-1.0928	0.0307	-0.8529
Si	8.4865	1.5232	6.0501	0.0894	0.1589	-1.753
Si	8.4278	5.3235	6.0798	-1.3588	-0.9254	0.0067
Si	8.4321	9.1457	6.5015	0.3958	0.4515	0.6355
Si	8.4938	13.1134	6.421	-0.4556	0.4508	0.5982
Si	12.3354	1.5768	5.9703	-0.804	0.4449	-0.4258
Si	12.3141	5.44	6.0158	0.4575	-0.0059	0.3916
Si	12.2758	9.2068	6.3967	-0.9931	-0.8041	-0.3242
Si	12.1939	13.1636	6.3578	0.6744	0.1854	0.5223
Si	4.5899	3.4184	7.5845	-0.0519	0.1162	1.3276
Si	4.86	7.3573	7.9264	-0.0676	0.1377	-0.087
Si	4.5452	11.332	7.7128	0.0506	-0.7606	-1.2337
Si	4.5862	15.1424	7.3776	-0.454	0.0548	0.9911
Si	8.3433	3.3283	7.3327	0.2039	0.6739	1.7141
Si	8.5141	6.9885	7.551	0.6441	0.7591	1.4347
Si	8.3187	11.2825	7.9815	-0.3827	0.103	-0.2111
Si	8.6224	15.2007	7.7108	0.2441	-1.6089	0.749
Si	12.3856	3.4711	7.2487	-0.5832	0.1946	0.9574
Si	12.2644	7.1141	7.6447	1.0358	0.5436	-0.2081
Si	12.2021	11.1586	7.6549	0.3092	0.5546	1.1195
Si	12.2595	15.2204	7.6671	0.0696	-0.8949	0.5188
Si	2.5689	3.2516	8.92	0.5671	-2.4988	-1.5459
Si	2.7333	7.4827	8.9205	-0.4495	-1.2662	2.0524
Si	2.7078	10.6199	8.9059	-1.2327	-0.2459	-0.3667
Si	2.7309	15.5053	8.7977	0.461	1.4193	-0.5053
Si	6.5289	2.7692	8.9195	-0.5449	-1.2181	-2.7667
Si	7.0048	7.274	9.3503	1.2087	3.123	-2.1086
Si	6.2174	12.1003	9.1019	0.9747	-0.1071	0.9053
Si	6.5193	15.1848	8.6328	-0.3039	-0.2626	2.0243
Si	10.3856	3.3599	8.5584	0.2991	-0.8551	-0.4917
Si	10.469	6.3881	8.9264	-0.9384	0.5849	0.447
Si	10.3216	11.2054	9.2462	0.67	0.3939	-0.9215
Si	10.4972	15.6732	9.229	-0.4218	1.8649	-0.9825
Si	3.0539	5.2346	11.1232	-1.0656	2.8254	0.1884
Si	2.6742	-1.2995	11.0847	-4.1862	0.4437	-1.4184
Si	2.7693	2.7702	15.1608	-0.9025	0.1493	0.5303
Si	0.1888	7.2258	15.3842	-1.3945	3.3971	1.1359
Si	13.5763	9.2459	16.9655	1.2796	-2.8177	-2.9504
Si	5.2358	-4.7642	13.6038	3.3877	3.2274	-3.9372
Si	6.0783	1.5344	18.9579	2.6501	-0.929	-1.6892
Si	11.1067	-1.9025	11.002	2.0967	3.2705	1.6372
Si	4.4228	7.9711	15.3671	2.681	3.7473	3.5989
Si	9.4421	8.6536	10.6451	0.5271	-2.4681	-4.0394
Si	9.1523	5.6256	15.5844	5.0309	1.1758	3.0915
Si	6.4017	4.412	19.1908	0.2387	2.8507	-0.7317
Si	2.7155	0.3225	13.5033	-2.1414	1.5493	-2.4758
Si	8.1006	-4.5105	14.3879	-1.8865	-0.7444	-4.4007
Si	10.3208	9.3496	13.5431	-5.3125	2.971	-2.5128
Si	2.6339	5.735	14.2505	-2.1463	1.8451	-2.8187
Si	3.1569	-1.4655	17.3837	1.5441	-1.3526	1.0901
Si	13.401	2.599	19.9774	0.1371	-0.7928	2.8533
Si	4.2245	11.6926	11.2968	1.4161	-2.6325	-0.4133
Si	11.7975	1.268	14.8008	0.6334	1.1211	0.2764
Si	8.8477	8.0399	19.3832	-1.3434	-0.6483	2.8777
Si	7.255	-3.3339	16.9441	0.276	-4.4048	-2.2576
Si	10.5316	-3.1006	13.662	0.645	-0.0196	3.262
Si	7.3323	4.5321	14.0467	-3.2678	4.3882	-0.9896
Si	6.3906	5.8748	16.4535	-0.2229	-0.9437	1.8607
Si	6.2299	4.9194	11.1159	-1.0705	-1.0728	-0.8055
Si	3.1785	-5.5151	19.68	0.3589	-4.092	-1.1021
Si	10.4685	2.4011	19.318	-0.479	1.8063	4.9612
Si	9.3383	2.694	15.0008	-1.3395	2.5784	2.2735
Si	7.5007	-0.8347	17.7319	2.4676	4.7849	-3.0983
Si	9.3145	5.1756	19.4649	0.3683	-0.6261	1.3877
Si	8.9206	-4.5732	19.0412	-1.9886	1.2553	4.6274
Si	1.3469	-3.2979	15.7858	-0.8447	-1.1628	2.6237
Si	5.562	-2.5932	18.9764	0.0961	0.9254	-0.7978
Si	6.2959	9.3525	19.9693	-2.2513	-2.8757	0.1061
Si	9.9419	0.7861	17.026	1.8755	-2.6601	0.8098
Si	3.7598	-2.2026	14.6621	4.7647	-1.7666	2.9355
Si	3.2278	1.5839	17.7622	0.9013	-2.3007	4.518
O	13.9092	9.5987	18.4293	0.3319	0.9229	2.9444
O	7.2675	-1.8369	16.5093	-0.0132	1.2815	-1.8041
O	2.5143	3.3607	-1.1859	0.7566	-0.1724	0.4119
O	2.4804	5.8481	-1.7584	-0.4661	3.8806	-2.9019
O	2.8451	8.6063	-1.4537	-0.7668	-3.3343	-3.1142
O	2.4046	11.0399	-0.8245	0.1011	3.1773	0.4413
O	9.6759	3.7273	18.8345	0.1961	-0.3483	-1.2023
O	7.3433	-4.9398	19.7716	5.975	4.408	-1.7971
O	8.5799	-3.6288	17.8464	0.1149	0.9166	-1.3377
O	6.6557	6.0035	-1.9654	0.3188	-0.2465	0.4592
O	2.9645	0.6894	-2.0503	-0.2153	2.1169	0.7066
O	11.5325	-2.8149	15.1131	-2.8701	-0.1356	-2.6076
O	5.7581	9.1964	-1.9143	0.1089	-0.0507	-0.1232
O	6.4335	11.3471	-0.5839	-0.0653	-2.6985	-1.2704
O	6.3539	13.963	-0.9391	-0.7932	-1.9895	3.122
O	10.1858	3.6634	-1.3245	-0.1748	0.351	-0.0664
O	9.0923	-0.4656	17.6147	0.7461	0.268	0.2713
O	9.941	6.385	-1.9358	0.2791	0.6678	-1.4931
O	9.8065	4.1062	15.8084	-1.0036	0.0605	-1.1231
O	10.447	9.9123	-1.6135	0.2037	0.2339	-1.0213
O	7.9592	3.1758	14.2235	2.9607	-5.1537	0.5382
O	10.1962	11.3494	0.4414	0.3694	-1.7438	-0.5506
O	4.7505	-5.8484	19.1884	-1.2418	1.154	-0.1208
O	2.6941	1.6128	9.377	-0.2128	-0.1197	-1.025
O	3.8212	13.162	11.8308	2.3888	-2.5171	2.0623
O	2.3854	4.0546	10.2832	-0.2123	-0.2171	0.9895
O	2.6097	6.6337	10.4168	0.2394	0.7217	-1.6962
O	8.4936	5.6902	14.1717	-1.0326	-0.1711	-1.8994
O	10.4868	6.6933	15.8256	-4.1023	-2.627	-0.1824
O	9.55	6.6582	18.851	-0.0774	0.6563	-0.1582
O	2.9852	11.2894	10.3279	0.455	1.1749	1.5826
O	6.4039	1.1933	9.4342	0.3129	-0.8217	-1.3849
O	9.0122	9.5298	14.5856	2.2278	-0.079	-0.8359
O	2.6409	9.0507	9.3758	-0.0272	0.0357	-0.6039
O	5.705	11.5404	10.5635	-0.8277	0.5837	-0.1751
O	4.4281	-4.8753	12.1613	-0.6231	1.5015	0.9908
O	1.1462	6.1768	14.8332	3.5455	-2.3405	-2.2161
O	6.4298	13.6974	9.4961	0.0609	0.8987	-1.1576
O	6.9555	6.1797	10.4527	0.0352	-1.7185	1.7839
O	10.5455	-0.4629	10.3895	0.3793	-1.7557	1.0827
O	11.0059	-4.5285	13.0844	-0.6912	-1.168	-0.1629
O	2.621	0.0667	11.8718	0.1245	1.5369	2.1615
O	10.4698	4.7892	9.3703	-0.1139	0.3759	0.1891
O	10.3713	9.7225	9.8659	-0.3521	-0.0146	0.3316
O	9.4949	8.808	12.1385	1.8599	1.7135	6.5022
O	10.4924	-3.1032	10.2677	-1.1279	-2.3237	-2.0591
O	7.7652	5.1316	19.8297	-1.8309	-0.6133	-0.9723
O	6.1897	4.8281	15.2031	0.5716	0.169	0.0206
O	7.1349	8.1038	19.2997	2.4809	-0.8249	-0.8366
O	7.2738	-4.5025	15.6848	-1.1069	2.5653	5.063
O	12.7552	0.3311	13.8935	0.4078	-0.0648	0.0422
O	3.2313	1.8098	13.9036	-0.0143	0.5784	0.6122
O	5.7539	5.3141	17.893	1.3224	-1.0021	0.693
O	6.5952	4.7103	12.6451	0.2496	-0.1168	-0.1094
O	10.5463	2.1389	14.1477	0.4046	-1.2113	-0.8043
O	13.0296	10.5586	16.2697	-0.2978	2.0408	-1.0645
O	12.7472	-1.8861	10.9983	0.4891	0.342	-0.1528
O	8.9343	1.6966	16.2476	-0.6164	1.6318	-1.8228
O	4.9619	-3.3042	14.2955	-1.7015	0.8406	-0.1935
O	10.4307	1.9337	9.4779	0.0235	-0.1067	-0.9889
O	8.9416	-3.1532	14.1023	1.486	-0.1507	0.1404
O	10.6857	-1.9689	12.582	0.2249	0.8466	-0.8001
O	4.6398	5.2	11.0115	1.0331	-0.6479	0.4047
O	10.8912	1.4648	18.1917	-0.627	-1.9699	-3.1855
O	0.871	7.9646	16.6379	1.6901	1.8593	1.2498
O	11.3556	8.4454	14.1178	3.6435	-3.8004	1.8237
O	10.2324	7.225	10.3125	-0.3607	0.1746	-0.1879
O	6.9525	-1.5318	18.9486	-3.4809	-3.6573	4.416
O	5.0167	9.2987	14.5579	-1.4716	-4.5497	2.5383
O	4.5375	1.4618	18.8064	-3.2155	0.2016	-1.4376
O	3.6749	2.2954	16.4994	-0.2168	2.6402	-4.9325
O	4.2944	-1.7871	16.2473	-2.0934	-0.0018	-1.7978
O	6.9052	-4.6849	13.1919	-0.6489	0.3085	1.6804
O	1.83	-2.3931	17.0943	0.3095	0.1334	-0.0478
O	7.9057	8.5579	10.1407	-1.4447	-0.9299	-1.2004
O	3.6994	-0.7907	13.982	0.6534	0.0261	0.0569
O	6.5741	3.572	10.2464	0.2279	2.4749	3.0955
O	2.7037	0.09	17.4421	-0.025	-0.4987	0.0722
O	3.4972	8.6385	16.5331	-1.7102	-0.0759	-0.5632
O	5.7392	7.2916	16.1776	-1.5963	0.9715	-1.4536
O	2.4517	5.4232	12.63	0.7766	-0.2377	0.952
O	3.0809	-1.0536	9.5703	-0.1919	-0.2488	0.2373
O	11.1427	0.3701	15.9656	-0.3319	0.0168	0.0442
O	11.8141	2.8662	20.1302	0.3905	-0.1362	-0.2985
O	2.7184	-6.7619	20.6501	-0.2724	-0.2519	1.4445
O	5.7276	1.5771	-2.0682	0.6409	0.1964	2.0334
O	9.2662	8.1844	21.054	-0.8488	0.133	-4.5455
O	1.1179	2.4832	15.4252	2.0775	-0.6261	-0.128
O	2.9751	4.3854	14.9115	0.9685	-4.0013	1.7062
O	4.088	-1.9307	18.7389	-0.7242	0.9327	-1.2412
O	10.1037	1.178	-2.2045	-1.3382	-2.5367	-3.5193
O	6.8264	0.6473	17.7359	-1.1541	0.1002	1.126
O	3.7397	6.9042	14.4967	-1.6999	-2.306	-1.7546
O	5.9192	-3.6284	17.7584	-0.6462	0.2062	0.8358
O	2.3874	-2.9506	14.6692	0.2997	-0.2234	-1.9085
O	6.2042	3.642	-0.7937	0.5714	9.8763	-1.413
O	2.1388	2.4229	18.5821	0.2311	0.5436	-1.1927
O	8.0159	6.0077	16.6702	-0.1885	-0.1901	-0.0181
O	9.5171	9.3997	18.8085	0.56	-0.686	-0.6306
O	6.7548	2.971	18.6409	-0.2588	-0.5518	0.0004

Results
free energy: -62177.431 eV
free energy less fixed offsets of O -463.61, Si -117.95 eV per atom: -11.131 eV
pressure: 0.68 GPa
stress xx, yy, zz, yz, xz, xy (GPa, positive in tension): 1.35, -1.18, -2.2, 1.38, 0.93, 0.71

The program warned: the forces do not sum to zero within the program's tolerance.
